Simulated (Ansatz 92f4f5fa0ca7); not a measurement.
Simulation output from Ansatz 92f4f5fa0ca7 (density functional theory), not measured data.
Periodic cell of 149 atoms, Si88O55N6, from a study of silicon, its oxide and their interface. The atomic structure is a simulated model.

Settings: functional r2SCAN; potential files Ansatz norm-conserving; basis plane waves; wave-function cutoff 1300 eV; density cutoff ratio 4; exchange-correlation grid ratio 1; k mesh 2 x 2 x 1, shifted by 0.5 0.5 0.5 of a step; self-consistency stop 5e-08 eV per atom in the density residual; occupations Fermi-Dirac, 0.05 eV; spin none; net charge 0.

Cell vectors (angstrom)
a  10.88  0  0
b  0  10.88  0
c  0  0  21.648

Atoms and the computed forces on them: element, x, y, z (angstrom), force x, y, z (eV/angstrom)
Si  0.6829  -0.4137  0.0719  -0.605  -0.1998  -0.6852
Si  2.7178  2.7677  0.4077  -0.6978  0.6862  -0.3683
Si  1.0997  4.3364  -0.3605  0.1065  0.5714  -1.6224
Si  2.1596  8.6827  -0.5205  1.7931  0.5623  0.7182
Si  6.0096  -0.0925  0.3419  2.2801  1.1982  -1.1928
Si  7.7565  2.794  0.0622  0.0335  0.1686  -0.1572
Si  6.1032  5.2787  -0.3804  -0.5582  0.551  -0.2808
Si  7.977  8.4523  -0.1753  0.2594  0.1163  -0.2115
Si  1.6744  1.0485  1.5459  -0.3237  0.6152  -0.5607
Si  4.0638  4.2262  1.5748  1.578  -0.311  -1.274
Si  1.7304  6.7797  1.0162  -0.4181  0.4751  0.0016
Si  4.4778  9.5847  1.3191  -1.7401  -0.7162  0.5307
Si  7.1046  1.3932  1.7809  -0.7653  -0.0554  -0.3531
Si  9.4921  3.9415  1.4152  -0.0247  -0.7723  -1.9218
Si  7.107  6.7287  1.2735  0.005  -0.079  -0.6231
Si  9.5914  9.5711  1.0625  0.8423  0.1819  1.6151
Si  0.1261  2.5381  2.5557  -0.2529  -0.552  2.1009
Si  3.0391  -0.1229  2.914  0.486  -0.506  -0.3434
Si  -0.1708  8.1452  2.7676  0.2998  -0.3096  -1.6008
Si  2.6696  5.4172  2.806  -0.791  0.8877  1.2004
Si  5.6227  2.8603  2.904  -0.1816  0.3727  -1.3348
Si  8.4535  -0.0808  2.8667  -0.5208  -0.8587  -0.8335
Si  5.5284  7.9007  2.5819  -0.3634  0.3936  1.1462
Si  8.5084  5.5206  2.7037  -0.9976  0.2747  0.5653
Si  1.2983  3.9706  4.2211  -0.0309  0.0967  -1.0152
Si  4.2361  1.4707  4.1014  -0.941  0.3531  0.9976
Si  1.6153  9.2538  4.0417  -1.2381  0.4798  -0.8543
Si  3.9695  6.7423  4.174  1.8861  -0.2051  -0.5114
Si  7.0292  4.247  4.0615  -0.6313  -0.4335  1.1218
Si  9.8081  1.1113  4.2004  0.1398  1.6661  -0.0282
Si  6.8956  9.4202  4.1028  -0.604  -0.0766  -0.6382
Si  9.5896  6.785  4.292  -0.1227  0.7194  -0.1635
Si  0.1832  -0.3939  5.4266  0.1645  0.3764  1.3452
Si  2.7463  2.6767  5.605  0.1745  -0.48  -0.2353
Si  0.0053  5.442  5.5867  0.7612  -0.7879  -0.4142
Si  2.7745  8.1004  5.555  0.0837  -0.706  1.9375
Si  5.4747  0.0696  5.4158  0.1364  -1.6733  0.986
Si  8.1948  2.5942  5.3536  0.3375  0.6736  -0.3009
Si  5.3418  5.441  5.6154  0.3334  0.442  -0.5082
Si  8.138  8.0654  5.5566  -0.9567  0.2395  0.2082
Si  1.5184  1.0558  6.9074  -0.909  1.0264  -0.9007
Si  3.9311  4.1195  7.0649  -0.0724  -0.1006  -0.3598
Si  1.3195  6.6913  7.0048  0.8174  -0.1912  0.2386
Si  4.0881  9.4713  7.0385  0.4679  0.2973  -1.0925
Si  6.7439  1.3929  6.8171  1.1511  0.6483  0.1276
Si  9.4718  4.0825  6.7542  -0.9902  -0.9734  -0.1038
Si  6.7921  6.7733  7.0157  -0.2217  -0.1263  -1.3519
Si  9.3507  9.4798  6.9143  0.824  0.2479  0.3326
Si  -0.493  2.139  7.7256  0.6114  1.0012  0.3124
Si  2.8102  -0.056  8.4681  0.8082  -0.0423  0.0516
Si  -0.3617  7.7914  8.1684  0.9277  1.0093  0.7564
Si  2.258  4.9609  8.6799  0.4304  0.6145  -0.9326
Si  5.8708  3.2213  8.0023  -0.0295  0.5641  0.5484
Si  8.5649  0.6393  8.1653  -0.2118  -0.3142  -0.3123
Si  5.5046  8.095  8.3514  -0.0046  0.2579  1.5635
Si  7.7221  5.0202  8.1464  -0.2806  -1.0949  -0.4551
Si  0.1466  3.745  9.4197  0.9251  -1.3193  -0.0688
Si  2.1031  0.0965  12.5367  -0.0394  -0.6911  -1.0715
Si  1.0702  9.6112  9.2787  -2.5135  -0.9231  -0.0951
Si  3.8888  5.9102  10.2248  -0.4339  -0.6459  0.1903
Si  5.3788  3.0242  10.2937  0.5316  1.908  -1.8206
Si  7.7924  0.9003  10.4844  0.2252  -0.9684  0.1112
Si  6.5667  9.6879  10.8683  0.3166  0.573  -0.3457
Si  9.9043  5.8899  9.765  -1.918  -0.4395  -2.1348
Si  3.1537  1.9945  14.7578  0.1385  0.2002  1.0413
Si  3.7742  0.4976  10.7088  0.5417  -1.4342  1.4793
Si  -3.7774  7.4125  16.0413  1.1621  0.352  0.8894
Si  10.3067  -5.6221  14.8734  -0.489  -2.2786  2.2329
Si  7.1662  5.0392  14.2994  0.5157  -0.4672  -0.4548
Si  1.9788  7.9208  11.8857  0.2117  0.8776  0.1486
Si  1.187  -4.0166  16.4559  -0.3446  -0.3975  0.6839
Si  7.1065  -3.1254  13.1697  -1.0802  0.8962  -0.1441
Si  5.7848  9.7497  14.8607  0.1704  1.0987  -1.2258
Si  9.049  1.7251  18.9069  -1.1598  -0.6708  1.8036
Si  6.0413  2.0185  14.724  0.5846  0.6238  0.8059
Si  -0.0007  6.9086  12.5653  -1.0185  -2.318  1.0393
Si  1.4266  9.0829  14.6584  -0.5652  -0.0827  0.1067
Si  5.082  13.3904  20.3035  2.0908  -2.5214  0.0774
Si  5.385  9.3579  17.7353  0.5643  -0.7733  0.1356
Si  0.6276  11.314  19.4897  -2.1416  0.2563  0.162
Si  -1.0526  7.7779  14.5412  -0.4846  1.7731  0.9385
Si  -0.2243  1.0773  10.9735  0.1856  0.0167  -1.0541
Si  6.244  1.5804  17.6934  -0.3949  0.3088  -0.3082
Si  2.3155  8.9304  18.6059  0.041  0.0215  -0.5244
Si  7.1301  7.3069  19.0216  -1.4294  0.7822  0.8505
Si  11.6801  2.7335  18.8231  -1.2269  1.0874  0.9662
Si  1.5711  14.753  16.1958  -2.0676  2.372  1.146
Si  3.2272  10.4973  16.2791  1.0453  -0.725  0.0904
O  3.7013  -1.5414  -0.1406  -1.1434  -0.8001  0.1104
O  5.5294  0.9795  20.8712  -0.9286  1.0813  -0.6815
O  -1.0487  0.2746  18.9992  1.3249  1.0039  0.1902
O  4.558  5.3187  0.2935  0.4106  -0.6517  0.4115
O  -2.5438  7.7958  19.983  -0.0521  0.6154  1.0223
N  6.1601  8.8257  16.2537  -0.224  -0.2171  0.6001
N  -0.4928  6.6835  15.905  0.4194  -0.1298  -1.7311
O  1.4227  -2.9699  17.6973  -0.2057  -0.9781  0.0862
O  8.4677  1.9929  20.4824  0.7971  -0.0921  -1.3816
O  6.4321  6.0644  19.8041  -0.6106  -1.0905  0.8302
O  11.9084  4.1363  19.6525  0.1839  -1.1945  1.0907
O  0.5391  11.3173  12.1928  1.2441  -0.1017  0.2871
O  7.0121  9.7353  -0.5427  -0.7094  0.3815  1.2496
O  12.6546  5.8459  21.3451  -0.6072  -1.3293  -0.0903
N  -2.8112  7.9114  14.6578  1.8612  0.1594  -0.9878
O  5.094  10.3153  11.3142  -1.5713  1.094  -1.109
O  7.3209  -2.4891  11.6398  -0.1914  0.5562  1.2367
O  6.4014  -1.7985  9.3629  -0.4893  -0.339  -0.8844
O  1.6764  8.8473  10.5608  0.8117  -0.9309  1.0595
O  -0.1199  10.7312  9.7737  0.9443  1.147  0.5909
O  3.0501  6.6842  11.4654  0.2058  0.9107  0.1184
O  2.3213  1.0677  13.7771  -0.0178  0.6392  0.087
O  6.7901  2.2109  10.5815  0.1627  0.0201  1.2853
O  4.8561  4.5942  10.7464  -0.0242  0.2527  -0.3809
O  9.1272  1.0975  11.4518  -1.6207  0.3551  -0.7985
O  14.1075  1.2071  16.2046  0.3932  1.7645  0.3354
O  6.5146  11.3004  14.4909  -0.2409  -0.2372  0.5641
O  15.5673  7.0843  9.4042  0.0216  -0.2868  0.0637
O  8.2339  5.5284  9.6326  1.2537  -0.0848  -0.0664
O  0.1684  -5.431  13.4873  1.2892  1.1612  -2.5063
O  1.6232  2.9967  17.5171  1.1851  -0.9005  -1.4281
O  4.2647  -0.6973  15.0446  -0.8217  -0.1333  0.5314
O  -0.8496  6.5058  11.1942  0.8203  0.9096  2.7344
O  -3.0571  1.8168  17.8736  0.1322  -0.7242  0.5353
O  1.8844  16.2856  16.761  -0.5088  0.7599  -0.8302
O  12.755  7.5677  15.1661  0.4429  1.2362  -0.8934
N  12.9496  -1.5605  13.0731  0.6515  -1.2978  -0.1987
O  5.8526  0.0051  17.8186  0.7268  1.6281  -0.2007
O  15.4715  2.2191  14.1249  -0.9924  -0.5173  -0.9363
O  4.1494  2.1068  10.7288  -0.5413  -1.4481  0.6003
O  0.0333  3.9132  15.6203  0.3791  0.9437  -0.2226
O  2.5239  3.482  15.008  1.0432  -1.442  -0.5479
O  0.2913  2.6488  10.707  -0.0785  -0.714  -0.0471
O  5.7779  -2.1832  13.6045  1.2415  -0.3306  0.2244
O  1.5458  10.3753  18.5539  -0.3856  0.306  0.2661
O  -2.101  15.8035  14.5363  -1.6666  -0.0533  -0.2006
N  6.2741  3.5692  21.0077  0.7553  0.1549  0.7415
O  -11.1008  9.2197  14.6564  -0.2567  -1.2561  0.145
O  20.9524  2.8539  18.4512  0.4855  0.1454  0.0529
O  6.5415  -4.9022  15.5284  -0.4535  -1.2483  -0.0949
O  18.6512  7.1333  17.564  -0.8606  -0.1558  -1.5341
O  -3.9475  6.1457  13.0162  -0.1904  -1.4029  0.5417
O  1.7545  10.1902  15.7978  -0.7621  -1.4067  -0.8653
O  -0.4299  4.4721  21.8244  0.3646  0.085  0.2374
O  5.3215  2.4003  18.7113  -0.3574  0.4673  0.8716
O  0.1632  6.901  23.2389  0.7613  0.9836  0.6501
N  3.6961  9.4438  17.6019  -0.8816  0.1749  0.1817
O  14.3944  2.6293  20.5921  -0.1919  0.1509  0.0815
O  5.9243  13.2641  16.3156  0.5028  -1.4432  -0.6646
O  6.6583  3.4272  14.077  1.3501  1.8668  0.2338
O  5.8349  8.4164  18.9845  1.2194  -0.7158  -1.092

Results
free energy: -37621.296 eV
free energy less fixed offsets of N -289.75, O -463.61, Si -117.95 eV per atom: -4.646 eV
pressure: -2.15 GPa
stress xx, yy, zz, yz, xz, xy (GPa, positive in tension): 0.02, 4.53, 1.91, -0.75, -1.27, -0.67

The program warned: the forces do not sum to zero within the program's tolerance.
